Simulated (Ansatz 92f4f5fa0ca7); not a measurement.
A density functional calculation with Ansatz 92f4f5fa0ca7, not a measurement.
Periodic cell of 226 atoms, Si134O92, from a study of silicon, its oxide and their interface. The atomic structure is a simulated model.
Doubt: the cutoff is far below the 930 eV that the study's wrapper takes by default for these files, so forces and energies are approximate.
This geometry differs little from another in the collection (a relaxation step or a small displacement).

Settings: functional PBE; potential files Ansatz PAW; basis plane waves; wave-function cutoff 580 eV; density cutoff ratio 5; exchange-correlation grid ratio 1; k mesh 1 x 1 x 1, Gamma-centred; self-consistency stop 5e-08 eV per atom in the density residual; occupations fixed; spin none; net charge 0.

Cell vectors (angstrom)
a 10.938 0 0
b 0 10.938 0
c 0 0 32.4639

Atoms: element, x, y, z (angstrom)
Si 0.3238 -0.4381 25.0107
Si 5.6312 -0.1731 24.7974
Si 2.488 2.976 25.2816
Si 8.1313 3.0256 24.778
Si 0.3768 5.3072 24.8651
Si 5.8154 5.1789 25.1441
Si 2.5953 8.228 25.097
Si 7.8524 8.476 24.9976
Si 1.2988 1.2933 26.3663
Si 6.8996 1.3904 26.106
Si 4.144 4.1121 26.4506
Si 9.6298 4.1774 26.1858
Si 1.3775 6.7804 26.417
Si 6.8689 6.8426 26.4004
Si 4.1556 9.5716 26.2532
Si 9.5359 9.5385 26.2854
Si 2.7649 -0.0211 27.6716
Si 8.2013 0.0345 27.6212
Si -0.0469 2.7419 27.6554
Si 5.5324 2.6668 27.659
Si 2.7665 5.4681 27.7583
Si 8.2708 5.4644 27.6758
Si -0.0329 8.1834 27.6873
Si 5.4566 8.2055 27.6948
Si 4.1018 1.3673 29.0456
Si 9.5708 1.3673 29.0456
Si 1.3673 4.1018 29.0456
Si 6.8362 4.1018 29.0456
Si 4.1018 6.8362 29.0456
Si 9.5708 6.8362 29.0456
Si 1.3673 9.5708 29.0456
Si 6.8362 9.5708 29.0456
Si 0 0 30.4129
Si 5.469 0 30.4129
Si 2.7345 2.7345 30.4129
Si 8.2035 2.7345 30.4129
Si 0 5.469 30.4129
Si 5.469 5.469 30.4129
Si 2.7345 8.2035 30.4129
Si 8.2035 8.2035 30.4129
Si 1.3673 1.3673 31.7801
Si 6.8362 1.3673 31.7801
Si 4.1018 4.1018 31.7801
Si 9.5708 4.1018 31.7801
Si 1.3673 6.8362 31.7801
Si 6.8362 6.8362 31.7801
Si 4.1018 9.5708 31.7801
Si 9.5708 9.5708 31.7801
Si 2.7345 0 0.6835
Si 8.2035 0 0.6835
Si 0 2.7345 0.6835
Si 5.469 2.7345 0.6835
Si 2.7345 5.469 0.6835
Si 8.2035 5.469 0.6835
Si 0 8.2035 0.6835
Si 5.469 8.2035 0.6835
Si 4.1018 1.3673 2.0507
Si 9.5708 1.3673 2.0507
Si 1.3673 4.1018 2.0507
Si 6.8362 4.1018 2.0507
Si 4.1018 6.8362 2.0507
Si 9.5708 6.8362 2.0507
Si 1.3673 9.5708 2.0507
Si 6.8362 9.5708 2.0507
Si 0 0 3.418
Si 5.469 0 3.418
Si 2.7345 2.7345 3.418
Si 8.2035 2.7345 3.418
Si 0 5.469 3.418
Si 5.469 5.469 3.418
Si 2.7345 8.2035 3.418
Si 8.2035 8.2035 3.418
Si 1.3201 1.428 4.7708
Si 6.8126 1.3647 4.7902
Si 4.1224 4.0759 4.8164
Si 9.5718 4.1223 4.7755
Si 1.3875 6.8149 4.8513
Si 6.738 6.9472 4.7086
Si 4.073 9.6004 4.8337
Si 9.618 9.4915 4.7103
Si 2.6968 0.1027 6.1467
Si 8.2023 -0.1144 5.97
Si -0.0444 2.7606 6.2136
Si 5.4829 2.7096 6.25
Si 2.7697 5.4253 6.2461
Si 8.1393 5.5825 5.9287
Si -0.0287 8.1816 6.2027
Si 5.4477 8.2477 6.2408
Si 3.8457 1.6015 7.6096
Si 9.6407 1.0695 7.3168
Si 1.5809 3.8429 7.5806
Si 6.7486 4.3962 7.3365
Si 4.4427 6.5347 7.5347
Si 9.1901 7.0415 7.4137
Si 1.0435 9.928 7.3798
Si 7.1137 9.408 7.5008
O 5.6022 5.4246 7.9408
O -0.1175 0.0604 7.9111
O 2.7091 2.7248 8.0976
O 8.1694 8.2199 7.9978
O 1.4831 9.3708 24.7041
O 6.8906 4.0949 24.4935
O 6.7584 9.5979 24.4316
O 1.4139 4.038 24.6014
O 6.6589 10.2845 8.8336
O 0.846 4.4847 8.925
O 1.8072 9.3525 8.7219
O 7.7961 3.9738 8.5448
O 9.5686 6.0328 8.6637
O 4.4795 0.8941 8.9711
O 3.9237 7.0872 8.9912
O 8.5416 1.4809 8.4866
O 4.9542 0.3661 23.3492
O 8.8707 2.656 23.3208
O 11.063 6.0633 23.4002
O 5.2459 5.9937 23.8575
O 8.4521 7.7462 23.6623
O 3.3944 2.2462 24.1498
O 3.0006 7.3867 23.7261
O 10.8148 -0.0822 23.4714
Si 5.8188 20.4595 16.9985
Si 6.5655 12.7575 11.8333
Si 14.6865 8.9257 18.9498
Si 4.5748 7.345 13.1047
Si 13.4562 5.0387 13.9526
Si -2.9518 2.7207 19.4143
Si 13.2705 5.4217 16.954
Si 3.4226 3.9062 21.2326
Si -0.1813 4.7585 12.5919
Si 9.8036 6.263 15.2134
Si 5.8497 4.8377 19.3997
Si 8.1358 2.7044 9.4846
Si 9.5566 2.0301 11.9845
Si 14.97 7.9286 10.3725
Si 4.9265 3.2598 14.2642
Si 11.1257 9.0497 14.8442
Si 14.6226 1.3135 22.8729
Si -0.0669 5.6812 9.5738
Si 11.724 0.408 22.1976
Si 6.8271 7.4003 15.2296
Si 9.8085 2.7761 21.9601
Si 13.7482 -1.0926 13.7596
Si 4.0831 0.8034 15.7977
Si 10.6206 5.8047 21.8258
Si 5.712 7.6322 20.6574
Si 2.0576 11.4707 18.1035
Si 11.2105 10.1888 12.1828
Si 8.0138 10.8863 18.4934
Si 10.3105 9.5016 20.2514
Si 12.597 3.3669 18.9233
Si 1.1788 7.1983 19.3296
Si 12.216 8.4969 10.0031
Si 10.0034 14.5324 17.2097
Si 5.3284 5.2896 16.5129
Si 8.5149 7.8009 22.0434
Si 3.9701 6.3431 22.9365
Si 5.4162 -0.1755 9.7962
Si 10.3325 0.6069 16.6592
O 13.3341 0.381 22.4919
O 6.9308 9.7204 18.1748
O 7.0618 8.1235 21.4067
O 8.6143 3.3141 18.015
O 2.745 11.9067 16.6986
O 4.8095 13.1284 15.4561
O 6.7947 2.6224 10.421
O 8.805 11.2937 17.1325
O 9.4187 2.7192 10.4982
O 16.9381 7.1414 13.8541
O 2.016 3.938 20.4022
O 10.5761 9.1645 13.2999
O 4.6168 9.4068 10.1239
O 5.6017 4.5185 15.0805
O 10.4257 2.2395 16.3237
O 9.6247 8.888 21.59
O 11.6963 7.0665 9.4902
O 11.1874 1.9183 21.9995
O 8.3574 17.9089 15.0504
O 8.9994 2.3298 20.6254
O 8.0545 1.5878 12.4979
O 13.8472 -0.626 18.8446
O 1.7531 16.127 15.4209
O 14.87 2.4003 21.6666
O 10.5814 -0.466 15.4603
O 5.24 10.9745 16.6141
O 6.5686 19.8838 15.671
O -0.5245 5.3067 11.0921
O 14.5563 0.1555 14.3933
O 11.4843 -0.4721 20.8465
O 14.365 3.6965 13.8159
O 10.2478 14.1592 12.8593
O 10.0783 16.6288 13.7234
O 0.4936 11.1076 17.7999
O 7.2636 12.2258 19.0648
O 4.5054 4.4946 20.2024
O -7.0951 16.9012 16.6861
O 12.7727 -1.8395 14.8539
O 11.0713 3.7147 18.4573
O 5.6797 4.4115 17.8316
O 2.5653 14.935 17.7185
O 4.5215 8.6483 17.5197
O 4.9787 8.9498 20.0224
O 4.0019 8.8524 13.2939
O 4.8632 7.1053 11.51
O 14.3888 6.3334 13.6868
O 11.091 9.3798 10.7739
O 2.5283 8.1466 10.976
O 3.2342 4.9481 22.4877
O 7.0198 3.8852 20.0048
O 12.3639 4.8804 12.7723
O 10.4725 0.6903 12.0365
O 10.9912 8.3973 19.2281
O 9.8802 4.9976 16.3123
O 11.6878 6.3838 20.7016
O 10.4091 4.2328 21.6803
O 10.7391 7.605 15.5321
O 6.1253 17.3834 19.5904
O 12.7891 10.4458 12.5725
O 9.1156 6.3817 21.5316
O 5.7065 2.6701 12.9436
O 6.3392 -4.3977 16.5119
O 2.0201 12.739 19.0989
O 9.1216 10.3067 19.5185
O 5.8584 0.4406 11.2715
O 4.5757 7.0697 21.6476
O 12.2656 6.3321 17.9126
O 13.6336 7.7908 19.4566

Results
free energy: -137508.737 eV
free energy less fixed offsets of O -568.88, Si -635.61 eV per atom: -0.037 eV

Forces (eV/angstrom), in the order of the atoms: element, x, y, z
Si -0.0049 0.0066 0.0664
Si -0.0195 -0.0049 0.0088
Si 0.0014 -0.0218 0.0206
Si 0.0089 -0.0149 0.0288
Si -0.0118 0.025 0.1254
Si -0.0505 -0.0049 0.0873
Si 0.0134 -0.012 0.0185
Si -0.0063 -0.0159 0.0811
Si -0.003 -0.01 -0.0135
Si 0.0045 -0.0049 -0.0107
Si 0.0299 0.0228 -0.0132
Si 0.0312 -0.0058 -0.0214
Si -0.0063 -0.0295 -0.0445
Si 0.0211 0.0196 -0.0198
Si 0.0031 -0.0017 -0.0046
Si -0.0073 0.0009 -0.0264
Si 0.0079 0.0198 0.0107
Si 0.0227 -0.0006 0.0183
Si -0.0144 -0.0112 0.0131
Si -0.0339 -0.0108 0.0226
Si 0.0193 0.0165 0.0115
Si -0.0054 0.0225 0.0228
Si -0.0108 0.0049 0.0268
Si -0.0105 -0.0178 0.0048
Si 0.249 -0.205 -0.0393
Si -0.3191 0.1687 -0.0608
Si -0.1257 -0.2724 0.039
Si 0.2953 -0.1333 -0.2496
Si 0.0246 0.3541 0.5192
Si 0.0825 -0.1053 0.3847
Si 0.0328 -0.1192 -0.1485
Si 0.096 0.2066 -0.2199
Si 0.0321 0.0226 -0.0721
Si -0.0394 0.0133 0.0188
Si -0.0423 0.0134 -0.0417
Si -0.0026 -0.0172 0.023
Si -0.011 0.0744 0.0261
Si 0.0016 0.0524 -0.0506
Si -0.0027 -0.0375 0.0398
Si 0.0222 -0.0111 -0.0325
Si 0.0203 -0.0439 -0.0066
Si 0.0315 0.0203 -0.0265
Si 0.0034 0.0106 -0.0118
Si -0.0237 -0.0315 -0.0389
Si 0.0405 -0.0437 -0.0232
Si 0.0088 0.0014 -0.0053
Si -0.0137 0.0103 -0.0258
Si -0.0157 -0.0111 -0.0159
Si 0.0414 -0.0293 0.0047
Si -0.0733 0.057 -0.0067
Si 0.0007 0.0383 0.0342
Si -0.0149 -0.0202 0.036
Si -0.0698 0.0831 -0.007
Si 0.0849 -0.0246 -0.0038
Si -0.0011 -0.0142 0.0284
Si -0.0331 0.0022 0.038
Si -0.0856 -0.0406 0.028
Si -0.0249 -0.0952 0.0033
Si 0.1242 0.049 0.0009
Si 0.0379 0.0612 0.0239
Si -0.0278 -0.1552 -0.0069
Si -0.1331 -0.0227 -0.0002
Si 0.0165 0.0805 0.0121
Si 0.1476 0.0154 -0.03
Si 0.1217 0.0187 -0.2046
Si -0.1922 -0.0439 0.0993
Si 0.0157 0.1816 -0.039
Si -0.0478 -0.013 0.1272
Si 0.2711 0.0773 0.1145
Si -0.3361 -0.0055 -0.1311
Si -0.0368 -0.031 0.4156
Si -0.0989 -0.0085 -0.7484
Si 0.001 0.0071 -0.0075
Si -0.0031 0.0067 0.0015
Si 0.0045 -0.0095 -0.0059
Si -0.0003 -0.0011 0.0023
Si 0.0042 -0.0084 0.002
Si 0.0066 -0.0107 0.0008
Si -0.008 0.0125 0.0029
Si 0.0037 -0.0025 -0.0016
Si 0.0073 -0.0245 0.0162
Si -0.0017 0.0031 -0.0003
Si -0.0131 -0.0022 0.0027
Si 0.0067 -0.0001 0.007
Si -0.0097 0.021 0.0042
Si 0.0007 0.0097 -0.0024
Si -0.0018 -0.0008 0.0181
Si -0.0054 0.0064 0.0016
Si 0.0127 -0.0073 -0.0258
Si 0.0035 0.0319 -0.0317
Si -0.0128 0.009 -0.0046
Si -0.0125 -0.0246 -0.0194
Si -0.0234 0.0056 -0.0339
Si 0.0309 -0.0051 -0.0582
Si 0.0243 -0.0122 -0.0513
Si -0.0199 0.0127 -0.0264
O 0.0196 -0.0086 0.0144
O -0.0121 -0.0017 0.0265
O -0.0005 -0.0007 0.019
O -0.0036 0.0041 0.0248
O 0.0057 -0.0095 -0.0096
O 0.0018 -0.011 -0.0234
O 0.0024 0.003 -0.0134
O -0.0118 0.0227 -0.0268
O -0.0087 0.0116 0.014
O -0.0086 0.006 0.0032
O -0.0071 -0.016 0.0374
O 0.0081 -0.0063 0.011
O 0.0111 -0.0128 0.0276
O 0.0091 -0.0098 0.0123
O 0.0014 0.0139 0.0314
O -0.013 0.0036 0.0208
O -0.0139 0.0126 -0.0089
O 0.0218 -0.0081 -0.028
O -0.006 0.0184 -0.0789
O 0.0263 0.021 -0.0244
O 0.0074 -0.007 -0.0261
O 0.0033 -0.0027 0.0111
O -0.0049 -0.0072 -0.0059
O 0.0039 0.0005 -0.0282
Si 0.004 -0.002 0.0069
Si -0.007 -0.0073 -0.01
Si 0.001 -0.0017 0.0045
Si 0.0019 0.0006 0.0014
Si -0.0024 0.0056 0.0062
Si 0.0073 -0.0021 0.0029
Si -0.003 -0.0017 0.0046
Si -0.0015 -0.0039 0.0019
Si -0.0026 0.0058 -0.0116
Si -0.0024 -0.0016 0.003
Si -0.0038 0.0019 0.0019
Si -0.0082 0.0048 -0.0098
Si -0.0013 0.0071 -0.0012
Si -0.004 0.0022 -0.0017
Si 0.0003 -0.0016 -0.0029
Si -0.0035 0.0044 0.0052
Si 0.0105 -0.0085 -0.0217
Si 0.0094 0.0047 0.0092
Si -0.0039 0.0115 -0.0093
Si 0.0012 -0.0029 0.0027
Si -0.0092 -0.0186 0.0111
Si 0.0068 -0.0047 0.002
Si -0.001 0.0023 0.0042
Si 0.0054 0.0164 0.0038
Si 0.0048 -0.0002 -0.0087
Si 0.0005 0.0003 0.0065
Si -0.0113 -0.0035 -0.0009
Si -0.0002 -0.0031 0.004
Si 0.0015 0.0027 -0.0053
Si 0.0008 -0.0006 0.0115
Si -0.0039 -0.0012 0.0052
Si -0.009 -0.0201 -0.0114
Si -0.0023 -0.0001 0.0087
Si 0.0008 -0.0002 0.0078
Si 0.0086 -0.0025 -0.0078
Si -0.0334 -0.0005 -0.0004
Si 0.0004 0.006 0.0052
Si -0.0001 -0.0027 0.0009
O -0.0063 0.0009 0.0152
O -0.0001 0.0004 0.0019
O -0.0104 0.0019 0.0084
O 0.0046 0.001 -0.0022
O 0.0067 -0.0014 -0.006
O -0.0044 -0.0075 -0.003
O 0.0004 0.0001 0.005
O -0.0005 -0.0013 0
O 0.0104 -0.0117 0.0181
O 0.0005 -0.0001 -0.0004
O -0.0062 -0.0035 -0.0052
O 0.0031 0.001 -0.0005
O -0.0044 -0.0116 -0.0067
O -0.0018 -0.0015 -0.0018
O 0.0023 0 0.0009
O 0.0064 0.0045 0.006
O 0.0037 0.0195 0.0058
O 0.0056 -0.011 0.0143
O -0.0008 -0.0029 -0.0028
O -0.0108 -0.0118 -0.0096
O 0.0039 -0.0019 -0.0019
O 0.0005 -0.0018 0.0008
O 0.0014 -0.0011 0.0009
O -0.001 0.0083 0.0006
O 0.0026 -0.0073 -0.004
O -0.0028 0.001 -0.0036
O -0.0002 0.0008 -0.0013
O 0.0047 -0.0103 0.0136
O 0 0.0036 0.0051
O -0.0044 -0.0108 -0.003
O 0.0074 -0.0045 -0.0004
O 0.005 0.0025 -0.0003
O 0.0011 0.0008 0.0017
O 0.001 0.0012 -0.0026
O -0.0044 -0.0043 0.0007
O 0.0109 0.0039 -0.0027
O -0.0023 -0.0019 -0.0017
O -0.0039 -0.0001 -0.0028
O -0.0034 -0.0004 -0.0015
O -0.0013 -0.0013 -0.0046
O -0.0004 -0.0001 -0.0038
O -0.0021 -0.0025 0
O -0.0097 0.0107 -0.0026
O -0.0071 0.0032 -0.0003
O 0.006 -0.0053 0.0048
O -0.0045 -0.0058 -0.0017
O 0.0031 0.0057 0.0012
O 0.0017 -0.0022 -0.0072
O -0.0059 -0.0234 0.0021
O -0.0026 0.0029 0.0073
O -0.0039 -0.0024 -0.0019
O 0.0048 -0.0154 -0.0065
O 0.0034 -0.0013 0.0036
O -0.0001 -0.0034 -0.0002
O 0.0069 0.0083 -0.0044
O 0.0052 0.0068 -0.0185
O -0.0019 -0.0018 -0.0031
O 0.0021 -0.0087 0.0004
O 0.0024 -0.0014 -0.0017
O 0.0016 -0.0022 0.0077
O -0.0099 0.0081 0.0112
O 0.0007 -0.0019 -0.0023
O -0.0003 -0.0034 0.0004
O -0.0044 0.0015 0.0017
O 0.0045 0.0097 0.0095
O 0.0041 0.0167 -0.0158
O 0.004 -0.0029 -0.0011
O 0.0028 0.0024 0.007

The program warned: the cutoff lies below the one the program advises for these potential files; the forces do not sum to zero within the program's tolerance; the exchange-correlation potential is rough where the density is thin.
